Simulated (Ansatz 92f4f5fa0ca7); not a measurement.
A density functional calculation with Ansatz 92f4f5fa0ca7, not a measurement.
Periodic cell of 189 atoms, Si117O72, from a study of silicon, its oxide and their interface. The atomic structure is a simulated model.

Settings
functional: r2SCAN
potential files: Ansatz norm-conserving
basis: plane waves
wave-function cutoff: 1300 eV
density cutoff ratio: 4
exchange-correlation grid ratio: 1
k mesh: 2 x 2 x 1, shifted by 0.5 0.5 0.5 of a step
self-consistency stop: 5e-08 eV per atom in the density residual
occupations: Fermi-Dirac, 0.05 eV
spin: none
net charge: 0

Cell vectors (angstrom)
a  11.5446  0.0196  -0.1143
b  0.0902  11.6551  0.2192
c  0.4755  -6.9691  24.9756

Atoms: element, x, y, z (angstrom)
Si  0.4945  1.1365  0.5597
Si  0.4253  4.3287  0.3639
Si  0.366  9.803  -0.0564
Si  4.3114  0.4245  0.0782
Si  4.3637  5.5485  -0.0364
Si  4.3452  8.8437  0.3811
Si  8.3545  0.4434  -0.0199
Si  7.9991  5.9383  0.1144
Si  8.2063  9.0427  0.6556
Si  2.5289  0.9939  1.5625
Si  2.4531  4.9569  1.3416
Si  2.2627  8.9578  1.4285
Si  6.286  0.961  1.1569
Si  6.181  5.2433  1.3574
Si  6.1783  8.9696  1.8275
Si  9.971  1.0636  1.5518
Si  9.9663  5.0587  1.3478
Si  10.2485  9.0519  1.5432
Si  2.4848  3.087  2.733
Si  2.2572  6.9656  2.7762
Si  2.4523  10.777  3.0281
Si  6.2214  3.0706  2.5513
Si  6.2105  6.965  3.0119
Si  6.2585  10.9358  3.022
Si  9.9325  3.1596  2.6862
Si  10.2205  6.9859  2.7719
Si  10.1759  10.8888  3.0721
Si  0.4324  3.1074  3.9981
Si  0.4959  6.8954  4.2708
Si  0.524  10.8611  4.46
Si  4.3863  3.1028  4.0076
Si  4.2306  6.982  4.2165
Si  4.3424  10.9036  4.3481
Si  8.058  3.0958  4.044
Si  8.205  6.9833  4.1728
Si  8.1873  10.8949  4.3484
Si  0.4173  1.2751  5.4376
Si  0.4654  4.9482  5.5362
Si  0.4882  8.8872  5.6119
Si  4.285  1.2321  5.4286
Si  4.3114  4.9638  5.4579
Si  4.3649  8.9437  5.6169
Si  8.1291  1.2433  5.4031
Si  8.1265  5.0014  5.4622
Si  8.1903  8.9415  5.5252
Si  2.3649  1.2772  6.8179
Si  2.3224  4.9382  6.8555
Si  2.4177  8.9188  6.9459
Si  6.2461  1.2789  6.7928
Si  6.2024  4.9809  6.8559
Si  6.2667  8.9461  6.8694
Si  10.0663  1.3098  6.7314
Si  10.0373  4.9267  6.7825
Si  10.1156  8.9722  6.8478
Si  2.3798  3.1395  8.3602
Si  2.3467  6.9323  8.1196
Si  2.439  10.9853  8.2178
Si  6.2043  3.1101  8.3414
Si  6.2618  6.9571  8.1132
Si  6.3184  10.9663  8.2155
Si  10.0332  3.1265  8.2509
Si  10.0658  6.9039  8.0322
Si  10.1421  10.9717  8.1187
Si  0.3993  3.0903  9.8015
Si  0.3977  6.8891  9.4183
Si  0.5194  10.9831  9.5456
Si  4.2938  3.0582  9.7622
Si  4.2864  6.9191  9.3534
Si  4.386  11.0442  9.4974
Si  8.1587  3.1274  9.7637
Si  8.1232  6.9614  9.4247
Si  8.2679  10.9904  9.4158
Si  0.4896  0.9718  11.0225
Si  0.3784  5.1906  11.0469
Si  0.4425  8.886  10.5853
Si  4.3307  1.0465  11.0489
Si  4.1746  5.2205  10.8987
Si  4.3283  8.9781  10.5146
Si  8.28  0.9732  10.9163
Si  8.0536  5.2114  11.0567
Si  8.2329  9.0125  10.4828
Si  2.3742  0.2658  12.2355
Si  2.3071  5.8932  12.2453
Si  2.4056  8.8991  11.6814
Si  6.3964  0.4494  12.2775
Si  6.0087  5.9674  12.0784
Si  6.2664  9.0957  11.6557
Si  10.1634  0.2616  12.2941
Si  10.0037  5.8221  12.2842
Si  10.1074  8.8632  11.7932
Si  1.152  0.8554  17.0525
Si  6.5129  3.9175  16.6957
Si  5.8247  6.2251  15.0524
Si  6.2289  1.0791  15.2936
Si  -1.2077  4.2899  15.0981
Si  4.91  -2.1324  17.8721
Si  1.9749  4.3101  14.8815
Si  3.0893  1.4831  14.8885
Si  9.1347  -4.6152  19.6088
Si  9.4991  5.4258  22.21
Si  2.4473  -3.0051  21.3162
Si  2.2461  -1.7979  17.4212
Si  7.3107  -3.4243  16.208
Si  3.6064  -0.6636  19.8627
Si  8.6267  -2.4586  22.3466
Si  10.1459  1.3459  15.3242
Si  10.9392  0.2217  20.9314
Si  3.8845  5.2542  17.0569
Si  11.4951  2.8758  21.829
Si  7.1018  6.7274  21.6409
Si  9.009  -1.624  19.4835
Si  11.5103  -2.066  22.568
Si  2.9215  -4.2128  18.6134
Si  8.806  5.5934  17.3766
Si  1.7443  1.4693  20.1174
Si  8.0929  -0.7444  16.6721
Si  4.6824  7.553  23.1883
O  0.0044  9.3421  -1.5926
O  0.4242  2.7103  -0.177
O  12.5236  0.2897  20.734
O  0.3164  5.1745  -1.0039
O  3.7809  -1.6724  16.7935
O  2.3036  -4.0819  20.1156
O  4.6025  4.2796  -1.1937
O  3.345  0.957  20.163
O  5.017  -0.923  18.9972
O  0.9032  -2.5081  21.5431
O  7.6762  5.4444  -1.4036
O  0.4029  4.0147  15.0875
O  7.6087  7.0539  20.1525
O  10.1756  -2.9776  22.6036
O  8.1518  7.5735  -0.2255
O  6.6285  2.4426  16.1492
O  9.9337  5.2979  16.2146
O  10.1487  10.2497  12.7457
O  2.8974  3.0058  14.3104
O  2.4446  10.2323  12.6705
O  2.4408  7.569  12.5441
O  6.2523  -2.6652  17.2088
O  2.2695  0.6077  13.8405
O  6.2914  7.6069  12.3673
O  5.4244  5.6771  13.5959
O  1.8501  -3.4211  17.542
O  6.8211  1.0152  13.8248
O  6.6074  -0.1815  16.2077
O  10.0354  7.4509  12.6832
O  -1.6177  4.9211  13.7084
O  10.7196  -0.5611  22.2909
O  8.2091  10.4817  -0.2703
O  2.5453  1.3738  16.3996
O  7.8382  5.2686  21.9328
O  5.546  6.9534  21.937
O  2.2249  5.4049  13.807
O  0.5804  11.4555  -0.2801
O  10.3618  0.8278  13.7755
O  1.2036  1.4801  18.5237
O  9.5958  2.8936  15.2348
O  4.3185  -3.4552  18.6387
O  1.1144  -0.8648  16.8235
O  8.0987  6.9843  17.127
O  3.1056  -3.8054  22.4694
O  10.4191  1.7863  21.1719
O  5.0581  4.1636  17.3489
O  9.5752  -5.7719  18.4932
O  4.5505  6.3769  16.0545
O  6.5454  -4.0366  14.911
O  4.3758  7.2194  -0.4175
O  9.5306  5.8269  23.7778
O  3.4847  -1.6998  21.0909
O  6.1957  -1.2463  12.4675
O  9.6094  -3.1267  19.0969
O  -0.0735  1.399  16.31
O  12.7832  2.8375  20.7855
O  8.193  -0.973  18.216
O  3.2297  -5.7611  18.167
O  4.6488  1.0588  15.0231
O  8.3685  -2.2199  15.9028
O  10.6249  4.2436  21.9924
O  2.3817  -1.2349  18.9094
O  4.6384  6.2284  24.1728
O  8.3034  -1.747  20.9529
O  7.7852  4.3335  17.6729
O  6.7793  4.9687  15.518
O  9.1536  0.3383  16.1561
O  4.3965  10.417  -0.3382
O  2.5466  4.617  16.3613
O  9.932  -5.0383  20.9641
O  7.8203  7.8148  22.684
O  10.2374  -0.4975  19.7163

Results
free energy: -47201.332 eV
free energy less fixed offsets of O -463.61, Si -117.95 eV per atom: -21.262 eV
pressure: -0.89 GPa
stress xx, yy, zz, yz, xz, xy (GPa, positive in tension): -0.34, 4.72, -1.72, 2.46, -1.02, 0.06

Forces (eV/angstrom), in the order of the atoms: element, x, y, z
Si  -0.6161  0.6977  -1.6118
Si  -0.1417  -0.9899  0.03
Si  0.0422  0.391  0.2993
Si  -0.3486  -2.0612  0.0229
Si  -0.009  -0.2874  -0.6577
Si  -0.0166  -0.1971  -0.6313
Si  0.004  -0.3874  -1.3797
Si  0.6884  0.6856  -1.0005
Si  -1.1455  -0.4088  -1.7958
Si  0.2117  0.5217  -0.0511
Si  -0.0661  0.7847  0.0836
Si  -0.1619  0.1767  -0.1905
Si  0.4672  0.539  0.3366
Si  0.0694  -0.167  1.0755
Si  0.4047  -0.4817  -0.323
Si  0.5788  0.6941  -0.4406
Si  0.062  0.4044  -0.3484
Si  0.9133  0.4528  0.4324
Si  0.0047  -0.4372  -0.0666
Si  0.6042  -0.4264  -0.4337
Si  -0.8503  -0.4987  0.3698
Si  0.2274  0.0844  -0.8822
Si  -0.2572  -0.1348  -0.6079
Si  0.153  0.1642  0.0542
Si  -0.335  -0.4003  0.0647
Si  -0.6747  -0.1732  -0.2862
Si  -0.4932  -0.7669  0.1657
Si  0.2112  0.3286  0.0495
Si  0.012  0.5357  0.3811
Si  0.6263  0.4909  -0.2868
Si  -0.1364  -0.0339  0.4884
Si  -0.1473  0.2319  0.1467
Si  0.1887  0.0427  0.2895
Si  0.0549  0.4546  -0.1932
Si  0.5181  0.1439  0.0403
Si  0.1805  0.3823  -0.3322
Si  0.3591  -0.3447  0.3288
Si  -0.7715  -0.554  -0.3563
Si  0.1185  -0.3822  0.2843
Si  0.1398  0.0993  0.2327
Si  -0.5036  0.0745  0.2875
Si  -0.7054  -0.379  -0.4937
Si  -0.0736  -0.2307  0.259
Si  -0.274  -0.3033  -0.1391
Si  -0.0821  -0.4929  0.332
Si  -0.2408  0.7175  -0.4684
Si  1.1394  0.2658  0.0858
Si  0.0063  0.6496  -0.1455
Si  -0.3777  0.0032  -0.1733
Si  0.243  0.2414  -0.03
Si  0.5248  0.1409  0.5939
Si  -0.0363  -0.0441  -0.3368
Si  0.4247  0.4443  -0.2868
Si  0.0171  -0.3847  0.0198
Si  -0.4304  -0.6256  0.2028
Si  -0.0972  -0.3247  -0.1754
Si  -0.0521  -0.6826  -0.0214
Si  0.2523  -0.1101  0.0041
Si  -0.5549  -0.1536  -0.4131
Si  -0.3281  -0.2727  -0.6005
Si  0.0165  -0.2228  0.6202
Si  -0.8138  0.2695  -0.1244
Si  0.4408  -0.0059  -0.3284
Si  0.4758  0.0037  0.0512
Si  0.5687  -0.0316  0.176
Si  -0.1067  -0.2508  0.0304
Si  -0.1645  0.5755  0.1158
Si  0.1492  0.604  -0.1681
Si  -0.0404  0.0228  0.2219
Si  -0.0911  -0.0139  -0.0197
Si  0.6638  -0.4192  -0.0947
Si  0.1472  0.522  0.2628
Si  -0.5454  -0.2576  0.1904
Si  -0.1999  0.279  0.2766
Si  -0.3171  0.2495  -0.4755
Si  0.2408  -0.5443  0.5158
Si  -0.1106  -0.3551  0.15
Si  -0.0796  -0.0971  -0.9459
Si  -0.1852  -0.0376  0.4433
Si  0.1534  0.2771  -0.0524
Si  -0.0805  -0.4462  0.2804
Si  0.1302  -1.4221  0.7008
Si  0.2467  1.0028  0.6909
Si  0.19  1.7848  0.7577
Si  0.0384  -0.9815  0.7184
Si  0.2013  1.0191  1.0149
Si  0.3493  -0.2132  1.2955
Si  0.1279  -0.9611  -1.0315
Si  -0.0977  0.9255  -1.551
Si  -0.0362  0.5265  1.2956
Si  2.6026  -2.3511  0.7972
Si  1.4417  0.288  0.8346
Si  0.2912  -0.6872  -0.0037
Si  -1.3171  1.3297  1.3557
Si  0.7671  -0.1282  1.9446
Si  0.0425  -0.1982  0.2615
Si  0.8542  -2.7484  1.0395
Si  1.1198  1.0567  0.409
Si  1.1573  -0.815  -1.1783
Si  0.4481  -0.1472  -0.2287
Si  -0.8114  1.6758  -2.3701
Si  0.1272  -1.6178  -0.4389
Si  -0.3994  1.116  -0.1377
Si  -0.0072  0.2763  -1.147
Si  -0.1653  -1.6714  1.9716
Si  -1.4104  -0.114  -0.5908
Si  -0.8931  1.8471  1.0399
Si  -0.5227  -0.5605  -1.3083
Si  -1.6341  -0.1349  -1.119
Si  1.5847  0.5162  1.5485
Si  1.758  0.8534  -0.2941
Si  -4.1093  2.8238  -0.0398
Si  -1.8287  -0.3558  -0.3511
Si  1.3875  -1.7774  -0.0549
Si  0.3393  -0.0766  -1.6487
Si  -0.5208  -0.7926  -2.7224
Si  0.5775  0.2052  1.8293
O  0.5041  -0.3002  1.1124
O  0.0727  -0.2505  1.0981
O  0.5055  -0.292  -0.1054
O  0.9248  0.239  0.7006
O  -0.8109  -0.1628  -0.0842
O  0.3881  -0.0761  -0.9681
O  -0.5675  -0.3178  -0.2543
O  -0.9064  -0.6064  -0.1574
O  -0.7764  -0.242  0.3762
O  2.6297  -1.1323  -1.8396
O  0.2832  -0.5152  -0.2475
O  -0.3229  0.0373  -0.3148
O  0.2194  0.4763  -1.0492
O  -0.4372  0.3043  0.1867
O  0.0347  0.5313  1.2567
O  -0.0693  -1.834  -0.8939
O  -0.6943  -0.3701  -0.2145
O  0.0748  0.3265  -0.6729
O  -0.923  0.7682  0.9317
O  -0.0744  1.0488  -0.9509
O  -0.1188  -3.1629  0.5339
O  0.5077  -0.4529  -0.2779
O  -0.0643  -0.2658  -0.5606
O  -0.0157  -0.7308  -0.5184
O  0.0143  0.0647  -0.2338
O  1.6778  0.417  0.7573
O  0.6093  -0.3064  -2.4096
O  1.1469  -0.3975  0.5012
O  0.1338  -0.4543  -0.4134
O  -0.2432  -0.2234  0.5358
O  0.8614  -2.0526  0.7027
O  0.2336  0.0316  0.9747
O  -0.6451  -0.3114  -0.2371
O  0.5608  0.2605  0.0795
O  -0.2293  0.2824  -0.1971
O  0.2316  1.3369  -1.4721
O  -0.3295  -0.1836  0.8862
O  -0.1445  0.7658  1.8231
O  0.4059  0.0276  2.0871
O  0.109  -1.0717  -0.1973
O  0.8252  0.6895  -0.1326
O  -0.4712  2.4508  -0.47
O  -0.7693  0.8748  -0.1192
O  0.3381  -0.9439  1.9437
O  1.1233  -0.4671  0.2136
O  -0.4712  0.1297  0.2125
O  -0.6492  1.0521  1.409
O  -0.0283  -0.4974  0.0825
O  0.1488  0.2429  0.088
O  -0.1438  0.4549  0.5085
O  -0.3275  -0.4209  1.0835
O  -0.6339  -0.7035  0.6487
O  0.2316  0.9913  -0.396
O  -0.9527  0.7255  0.5164
O  -1.6318  0.7049  -1.3488
O  0.4312  0.1192  -0.1124
O  0.3953  -0.7023  2.9066
O  -0.5409  1.5018  1.3264
O  -1.045  0.2913  -0.2571
O  -0.6025  0.7393  0.4513
O  -0.3929  -0.0252  -0.2209
O  0.842  0.8429  1.443
O  -0.1262  1.7467  -1.6621
O  -0.1204  0.3324  -1.5416
O  -0.2533  0.182  -0.2638
O  -0.5311  1.1626  -0.5712
O  0.6915  0.8875  -0.8436
O  -0.0858  0.8659  0.8055
O  0.8588  0.3982  -0.114
O  -0.7877  -0.6769  0.2283
O  -0.136  0.187  -0.9177
O  -1.6113  -1.6626  -1.3912
